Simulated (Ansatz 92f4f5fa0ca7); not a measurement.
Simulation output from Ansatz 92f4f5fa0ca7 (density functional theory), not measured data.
Periodic cell of 237 atoms, Si146O90As1, from a study of silicon, its oxide and their interface. The atomic structure is a simulated model.
Doubt: the cutoff is far below the 930 eV that the study's wrapper takes by default for these files, so forces and energies are approximate.
This geometry differs little from another in the collection (a relaxation step or a small displacement).

Settings: functional PBE; potential files Ansatz PAW; basis plane waves; wave-function cutoff 580 eV; density cutoff ratio 5; exchange-correlation grid ratio 1; k mesh 1 x 1 x 1, Gamma-centred; self-consistency stop 5e-08 eV per atom in the density residual; occupations fixed; spin none; net charge +1 e, with a uniform compensating background and no finite-size correction.

Cell vectors (angstrom)
a 11.6015 0 0
b 0 10.938 0
c 0 0 32.0622

Atoms and the computed forces on them: element, x, y, z (angstrom), force x, y, z (eV/angstrom)
Si -0.1935 -0.0649 23.2724 -0.0013 0.0003 0.0008
Si 3.6707 0.2012 23.1041 -0.0011 -0.0001 -0.0002
Si 7.5537 -0.1409 23.4468 0.0003 0.0013 0.0004
Si 1.6886 1.3744 23.4198 0.0008 -0.0016 -0.0008
Si 5.7373 1.3989 23.1858 0.0006 0.0003 -0.001
Si 9.4433 1.2236 23.3635 0 0.001 0.001
Si 0.16 5.3118 23.4561 -0.0008 0.0005 0.0016
Si 4.125 5.2921 23.3999 -0.0002 0.0008 -0.0005
Si 8.0355 5.6072 23.5478 0.0008 0.0008 -0.0004
Si 2.1604 6.5769 23.3647 0 0 -0.0044
Si 5.9693 6.7639 23.4821 0.0001 -0.0009 -0.0002
Si 10.0108 6.867 23.6036 -0.0002 -0.001 -0.0003
Si 1.9051 2.6642 25.3889 -0.0001 -0.0003 -0.0002
Si 5.8363 2.6527 25.2502 0.0003 0.0002 -0.0004
Si 9.6314 2.6837 25.2644 -0.0004 -0.0015 0.001
Si 11.5979 4.0028 25.384 0.0003 -0.0004 0.0009
Si 3.8966 3.9669 25.3279 0.0002 0.0003 0.0003
Si 7.7459 4.0906 25.3476 0.0002 0.0004 0.0003
Si 1.9749 8.1505 25.1841 -0.0009 -0.0002 -0.0002
Si 5.7782 8.1671 25.3667 0.0004 0.0005 0.0011
Si 9.7139 8.2634 25.4403 -0.0002 0.0003 0.0008
Si 11.6409 9.5606 25.2634 0.0006 0.001 0.0001
Si 3.8687 9.5854 25.0694 0.0006 0.0003 0.0013
Si 7.6937 9.5178 25.4123 0 0.0005 0.0004
Si 11.6516 -0.0115 27.2088 -0.0002 -0.0006 -0.001
Si 3.9063 -0.0544 27.115 -0.0001 0.0004 -0.0001
Si 7.763 -0.0221 27.2929 -0.0001 -0.0007 0.0003
Si 1.9887 1.3094 27.2872 -0.0003 -0.0002 0.0006
Si 5.8351 1.3194 27.1985 0.0003 -0.0003 -0.0002
Si 9.6969 1.3289 27.2094 -0.0001 0.0026 0.0002
Si 11.5927 5.4698 27.2321 -0.0005 0.0001 0.0001
Si 3.849 5.4205 27.2166 0.0003 0.0004 -0.0005
Si 7.717 5.463 27.2694 -0.0001 0.0001 -0.0001
Si 1.939 6.8212 27.1644 0.0004 -0.0002 0
Si 5.7629 6.7963 27.2757 -0.0003 0 0.0002
Si 9.6576 6.8175 27.2961 -0.0001 0.0008 0.0012
Si 1.9481 2.7211 29.187 0 0.0009 -0.0005
Si 5.8 2.722 29.1217 -0.0002 0.0009 0.0003
Si 9.6826 2.7277 29.1408 -0.0004 -0.0026 0.0003
Si 0.0161 4.094 29.1549 0 0.0005 -0.0005
Si 3.8688 4.0899 29.1712 0.0001 0.0004 0.0001
Si 7.7374 4.0855 29.1829 0.0004 0.0003 -0.0007
Si 1.9441 8.1876 29.1114 -0.0006 0.0006 -0.0007
Si 5.7981 8.1829 29.1861 0.0009 0.0006 -0.0012
Si 9.6752 8.1919 29.2166 0.0002 0 -0.0021
Si 0.0094 9.5538 29.1469 0.0003 0.0013 0.002
Si 3.8775 9.556 29.1031 -0.0002 0 0.0016
Si 7.7377 9.5425 29.2067 -0.0006 0.0008 0.0014
Si 0.006 -0.0009 31.0882 0.0002 -0.0011 -0.0025
Si 3.8654 0.0029 31.056 -0.0002 0.0001 -0.0006
Si 7.7313 0.0085 31.1088 0.0003 -0.0009 -0.0025
Si 1.9345 1.367 31.1178 -0.001 -0.0006 0.0022
Si 5.7978 1.3694 31.0594 0.0005 -0.0009 0.0015
Si 9.6713 1.3596 31.0837 0.0002 0.0048 0.0021
Si 0.0149 5.4699 31.0821 -0.0001 -0.0008 0.0002
Si 3.8738 5.475 31.0997 0.0001 0.0001 -0.0001
Si 7.7443 5.4659 31.1191 -0.0002 0 0.0002
Si 1.9438 6.8423 31.0638 0.001 0.0003 -0.0007
Si 5.8083 6.8308 31.1173 -0.001 -0.0001 -0.0001
Si 9.6819 6.8259 31.1421 -0.0004 0.0003 0.0004
Si 1.9358 2.7493 0.9873 0.0016 0.0008 -0.0024
Si 5.7974 2.747 0.9255 -0.0003 0.0018 -0.0018
Si 9.6703 2.7432 0.9584 -0.0005 -0.0057 -0.0034
Si -0.0038 4.1079 0.9466 -0.0005 0.0016 0.0014
Si 3.8681 4.1176 0.979 0 0.0008 0.0043
Si 7.7388 4.1094 0.9942 0.0007 0.0003 0.0018
Si 1.9378 8.2213 0.9353 -0.0007 0 -0.0001
Si 5.8005 8.2288 0.9657 0.0001 0.0001 -0.0003
Si 9.6719 8.2238 1.0033 0.0008 0.0004 -0.0023
Si 0.0029 9.5897 0.9783 0.0009 0.0027 0.0008
Si 3.8658 9.5959 0.9564 -0.0003 -0.0008 -0.0018
Si 7.7409 9.5809 0.9781 -0.0016 0.0025 0.0015
Si 11.6224 0.0338 2.9221 0.0007 -0.0039 -0.0028
Si 3.8581 0.0222 2.9179 0.0007 -0.0004 0.0007
Si 7.7376 0.0261 2.8974 0.0011 -0.0032 -0.0038
Si 1.942 1.4062 2.9329 -0.0011 0.0005 -0.0001
Si 5.8103 1.3711 2.8363 -0.0006 0 -0.0018
Si 9.668 1.3716 2.9033 0.0003 0.008 0.002
Si 11.5732 5.5185 2.839 0.0018 -0.0027 -0.001
Si 3.8781 5.4972 2.9159 -0.0001 0.0014 -0.0065
Si 7.7393 5.5188 2.9155 -0.0014 -0.0004 -0.0008
Si 1.9205 6.8344 2.8487 0.0022 0.0001 0.0042
Si 5.8083 6.8644 2.8861 -0.001 0.0003 0.0029
Si 9.6636 6.9014 2.9655 -0.0021 -0.0005 0.0053
Si 1.9223 2.8413 4.8264 0.0001 0.0004 -0.0021
Si 5.841 2.7329 4.7434 -0.0025 0.0011 -0.0003
Si 9.6158 2.8915 4.7383 -0.006 -0.0092 -0.0052
Si 11.5809 4.1815 4.7685 -0.002 0.0024 0.0043
Si 3.9263 4.114 4.8427 -0.0014 0.0003 0
Si 7.7024 4.2358 4.902 0.0029 0.0013 0.001
Si 1.8957 8.1358 4.8088 -0.0048 0.001 -0.0055
Si 5.7955 8.2481 4.7979 0.0048 0.0003 -0.0022
Si 9.67 8.2909 4.93 0.0027 -0.001 -0.0041
Si 11.6301 9.6323 4.875 0.0071 0.0024 0.0055
Si 3.8148 9.4932 4.7989 -0.0012 -0.0002 0.0021
Si 7.731 9.6392 4.8551 -0.0028 0.0027 0.0041
Si 11.6617 0.1807 6.7901 -0.0081 -0.0155 0.0098
Si 3.7338 -0.0536 6.6727 -0.0003 0.0007 0.0019
Si 7.6142 -0.0184 6.8755 -0.0011 -0.0045 0.0046
Si 2.0569 1.5426 6.778 0.0017 0.0023 0.0065
Si 5.6759 1.3074 6.6261 -0.0008 -0.0047 0.0035
As 9.6281 1.4778 6.7181 0.0148 0.0235 0.0052
Si 11.5282 5.4932 6.7154 0.0033 -0.0048 -0.0053
Si 3.9827 5.4381 6.8186 0.0023 -0.0021 0.0035
Si 7.7376 5.6782 6.8614 -0.0019 -0.0055 0.0053
Si 1.9753 6.6467 6.6755 -0.0022 0.006 0.0006
Si 5.811 6.9801 6.7651 -0.0009 0.0039 0.0031
Si 9.7603 7.0335 6.9511 0.0026 0.003 0.0062
O 10.0112 7.9732 8.3292 0.0014 -0.0028 -0.0024
O 7.6648 9.9304 8.2126 -0.0003 0.0005 -0.0005
O 7.3918 4.7279 8.1802 -0.0004 0.0063 -0.0018
O 3.3533 10.3759 8.2278 0.0007 0.0019 -0.0039
O 2.0269 7.597 8.0201 0.0007 -0.0027 -0.0038
O 4.0062 4.599 8.2766 -0.0004 0.0025 -0.0026
O 9.6965 2.3869 8.2839 0.0036 0.0055 -0.0106
O 2.6174 2.3597 8.1385 -0.002 -0.0027 -0.0052
O 11.3706 4.4686 8.0082 0.0007 0.0035 0.005
O 5.3598 2.3888 7.8288 0.0005 -0.0001 -0.0004
O 5.8162 7.996 8.0931 -0.0014 -0.0041 -0.0044
O 11.217 10.3592 8.1612 -0.014 -0.0111 0.0108
O 11.2786 10.0834 21.7985 0.0003 -0.0002 -0.0016
O 3.2229 10.709 21.5334 0.0004 0.0009 0.0007
O 5.7772 7.7642 22.1643 0.0001 -0.0011 0.0001
O 4.228 4.4417 21.9558 -0.0005 0.0011 -0.0004
O 7.68 9.6761 22.1949 0.0004 0 -0.0011
O 10.3177 7.6769 22.1906 0.0016 -0.0017 0.0003
O 1.6176 2.4055 22.122 0.0007 -0.0009 0.0007
O 5.9504 2.4323 21.8817 0.0006 -0.0018 0.0004
O 8.4446 4.7009 22.2159 0 0.0006 -0.0006
O -0.0737 4.4472 22.0381 -0.0012 -0.0009 -0.0003
O 2.3469 7.3567 21.9211 -0.0015 -0.0033 -0.0037
O 9.1291 1.887 21.8747 0.0001 0.0009 -0.0003
Si 1.9199 7.8186 9.6107 -0.0043 0.0029 0.0033
Si 5.0375 0.5823 17.6959 0.0007 0.0006 -0.0002
Si 2.4849 5.4212 14.021 -0.0014 0.0008 -0.0048
Si 10.5521 3.8683 14.0454 -0.0004 -0.0019 -0.0018
Si 8.2775 2.394 15.276 0.0056 -0.0042 -0.0058
Si 9.5518 2.2412 20.3454 -0.0009 -0.0003 0.0028
Si 10.4969 3.61 9.0742 -0.0108 -0.0297 0.01
Si 0.0341 2.3091 11.576 -0.003 0.0068 0.0045
Si 11.0258 8.1317 15.4084 -0.0007 -0.0008 -0.0026
Si 5.1588 6.9343 14.0051 -0.001 -0.0003 -0.0035
Si 5.7591 2.6203 11.1488 0.0012 -0.0015 -0.0046
Si 8.5794 7.6671 19.3897 0.0004 0 0.0014
Si 8.1209 4.8429 20.628 -0.0001 -0.0003 0.0016
Si 5.9101 9.5847 15.2146 -0.0002 0.0003 -0.0032
Si 2.1115 7.6311 20.3372 -0.0006 -0.0016 0.0011
Si 1.9241 4.8857 18.7846 -0.0023 0.001 -0.0003
Si 4.4945 3.4424 18.0206 -0.0001 0.0002 0.0004
Si 8.502 8.9266 16.8165 0.001 0.0005 -0.0003
Si 0.8359 9.4799 13.3189 -0.0014 -0.0018 -0.005
Si 9.9062 10.6539 11.7585 0.0017 0.0029 -0.0036
Si 5.3537 3.7013 21.0181 -0.0003 0.0007 0.0016
Si 0.5748 5.5215 16.2658 -0.002 0 0.0006
Si 10.7695 9.1637 9.1813 0.0187 0.0149 -0.0014
Si 6.5643 8.8906 21.2887 0.0008 -0.0003 0.0017
Si 7.1204 7.1182 11.5098 0.0024 0.0004 -0.0046
Si 2.6769 0.7406 12.2407 0.0004 -0.0012 -0.004
Si 10.8886 8.6794 21.0429 -0.0011 0.0011 0.0015
Si 6.0398 4.3349 15.6514 -0.0003 -0.0007 -0.0024
Si 7.0786 0.4896 13.0053 -0.0004 -0.0011 -0.0059
Si 4.0647 2.9943 8.6254 0.0015 -0.0008 0.0031
Si 0.8756 6.7518 11.8955 0.0011 -0.0003 -0.0006
Si 6.5649 9.0515 9.0964 0.0011 0 0.0035
Si 0.6689 3.2865 21.1437 -0.001 0.0006 0.0004
Si 9.8055 6.5187 12.8931 -0.0058 0.0046 0.0004
Si 7.7206 4.5386 9.768 -0.0072 0.0002 -0.0024
Si 3.9818 10.0695 20.2208 0 -0.0008 0.0021
Si 4.26 3.0464 13.5508 -0.0013 -0.0016 -0.0045
Si 3.8579 10.0302 9.7545 0.0008 0.0006 0.001
Si 8.0598 0.7818 18.0418 0.0015 0.0012 -0.0016
O 11.5031 3.2364 12.8928 0.0006 -0.0035 -0.0122
O 9.3498 4.4706 9.8669 0.0161 -0.0033 -0.0043
O 8.8111 3.6021 19.8588 0.0008 0.0003 -0.0008
O 4.037 -0.0554 18.8174 0.0001 -0.001 -0.0005
O 11.3165 4.5453 15.3019 -0.0011 -0.0014 0.0002
O 9.8396 9.7872 10.3591 0.0083 -0.0075 -0.0074
O 3.772 1.5404 13.1494 0.0004 0 0.0024
O 0.6648 9.0476 14.8796 -0.0003 -0.0008 0.0004
O 6.477 0.9771 18.3851 0.0001 -0.0001 -0.0008
O 4.7512 3.1654 19.6122 -0.0002 0.0001 0.0002
O 6.2585 1.1842 11.7614 0.0009 -0.0005 0.0044
O 0.574 8.7129 9.8527 -0.0104 0.0105 -0.014
O 5.648 4.3218 17.2438 -0.0006 -0.0003 0.0002
O 8.4515 7.2288 12.4074 0.0005 -0.0053 0.0004
O 4.4173 2.631 10.1741 -0.001 0.0011 -0.0009
O 2.0546 5.6605 15.5703 0.0014 -0.0003 0.0008
O 3.3843 0.07 10.9382 0.0004 -0.001 0.0004
O 5.8867 7.2184 12.5605 0.0025 -0.0011 0.0008
O 2.2988 6.3511 19.3683 -0.0031 0.0012 0.0006
O 0.6479 4.9226 17.7726 0.0043 0.0003 0.0028
O 8.4121 10.6944 12.4005 -0.001 0.0001 0.0029
O 5.4783 10.1058 9.6769 -0.0017 0.0012 0.001
O 0.5936 8.1873 20.2087 0.0029 0.0009 -0.001
O 9.7572 2.6081 14.6707 -0.0121 -0.0021 0.003
O 2.0049 10.5932 13.2398 0.0001 -0.0007 0.0015
O 9.9386 9.1074 16.0909 -0.0011 -0.0001 0.0011
O 6.1333 10.3491 13.7819 0 0 0.0016
O 7.4472 1.5943 14.1338 0.0029 0.0029 0.0096
O 1.6494 3.9184 20.0403 0 0.0021 -0.0025
O 5.9038 5.7983 14.9306 0.0003 -0.0004 0.0018
O 7.3328 8.9394 15.6954 0.0001 -0.0005 0.0011
O 1.5131 1.6679 11.6104 -0.0045 0.0028 0.0035
O 7.1888 8.3038 10.3842 -0.0015 -0.0027 -0.001
O 4.3277 1.9903 17.2829 -0.0006 -0.0002 0
O 7.037 3.172 10.3057 0.0012 0.0007 0.0007
O 11.5317 7.0049 16.455 -0.0006 -0.0002 0.0002
O 8.2854 10.1436 17.8366 0.0007 0.0006 -0.0012
O 3.2888 8.5432 10.1009 -0.0033 -0.0014 -0.0002
O 7.5876 3.8494 15.5247 -0.001 -0.0002 0.0004
O 3.1377 4.3036 17.8931 -0.0015 0.0006 0.0006
O 2.8938 3.8895 13.7072 -0.0008 -0.0003 0.0007
O 1.3368 8.2147 12.4347 -0.0016 0.0025 0.0015
O 1.215 5.6759 13.0449 0 0.0007 0.0018
O 4.962 8.3052 14.8689 0.0003 0.0005 0.002
O 11.1745 2.3837 20.34 0.0004 0.0004 -0.0008
O 10.983 9.993 12.7796 0.0018 -0.0014 0.0029
O 5.2889 3.5851 12.3832 0.0004 0.0004 0.0016
O 5.0835 3.2101 14.936 0.0009 0.0008 0.0043
O 6.4894 4.7961 20.5631 -0.0001 -0.0006 -0.0013
O 8.4136 1.5817 16.6715 -0.0004 0.0019 -0.0024
O 10.411 1.2352 11.4638 0.0014 0.0003 0.0034
O 10.8709 6.631 11.6495 -0.0037 -0.0006 0.0019
O 3.2485 8.6767 19.847 0.0005 -0.002 -0.0008
O 1.6916 6.4657 10.4993 -0.0006 0.0022 0.0003
O 7.1615 8.1963 19.9664 -0.0007 0.0005 -0.0001
O 8.4999 7.5862 17.7575 -0.0001 0.0002 0.0002
O 3.6756 6.4251 13.608 0.0007 0.0005 0.0018
O 9.5628 4.9671 13.3327 0.0007 0.0048 0.0005
O 5.5121 9.9884 20.7579 -0.0003 0.0014 -0.0012
O 10.3543 7.364 14.1489 -0.0023 -0.0047 -0.0059
O 8.7816 6.1644 19.968 -0.0001 0.0001 -0.001
O 7.0954 5.7298 10.6642 0.0035 0.0082 0.0083
O 5.2609 10.5434 16.3842 -0.0004 0 0.0009
O 9.0505 1.137 19.275 -0.0013 -0.0007 -0.0014
O 11.5766 3.138 10.1754 -0.004 -0.0018 -0.0068
O 9.736 8.7084 19.8927 0.0004 0.0005 -0.001

Results
free energy: -148856.770 eV
free energy less fixed offsets of As -4856.12, O -568.88, Si -635.61 eV per atom: -2.390 eV

The program warned: the cutoff lies below the one the program advises for these potential files; the forces do not sum to zero within the program's tolerance; the exchange-correlation potential is rough where the density is thin.
